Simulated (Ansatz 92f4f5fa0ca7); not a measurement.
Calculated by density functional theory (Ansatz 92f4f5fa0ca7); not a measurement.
Periodic cell of 210 atoms, Si128O78As4, from a study of silicon, its oxide and their interface. The atomic structure is a simulated model.
Doubt: the cutoff is low for norm-conserving oxygen, so forces and energies are approximate.

Settings: functional HSE06; potential files SPMS norm-conserving; basis plane waves; wave-function cutoff 800 eV; density cutoff ratio 4; exchange-correlation grid ratio 1; k mesh 1 x 1 x 1, Gamma-centred; occupations fixed; spin none; net charge 0.

Cell vectors (angstrom)
a 10.938 0 0
b 0 10.938 0
c 0 0 31.3212

Atoms: element, x, y, z (angstrom)
As 10.4423 0.4633 23.7215
Si 5.7563 10.6558 23.9165
Si 2.2247 3.0381 23.8996
As 8.6082 2.2937 23.7405
Si 0.3431 4.9066 23.8708
Si 4.9166 5.9335 24.0257
Si 3.2204 7.6626 23.8722
Si 7.5643 8.7994 23.8304
Si 1.1959 1.3879 25.2254
Si 6.8976 1.3455 25.2021
Si 3.976 4.0994 25.1745
Si 9.586 3.9755 25.2212
Si 1.3494 6.7584 25.0551
Si 6.7623 6.9296 25.1292
Si 4.079 9.5212 25.1376
Si 9.4331 9.6629 25.1058
Si 2.6949 -0.0015 26.4753
Si 8.187 0.0047 26.6059
Si -0.0218 2.7395 26.6528
Si 5.457 2.7512 26.4857
Si 2.6844 5.4901 26.5696
Si 8.1843 5.4874 26.4578
Si -0.0333 8.2165 26.4143
Si 5.4415 8.2281 26.585
Si 4.1018 1.3673 27.903
Si 9.5708 1.3673 27.903
Si 1.3673 4.1018 27.903
Si 6.8362 4.1018 27.903
Si 4.1018 6.8362 27.903
Si 9.5708 6.8362 27.903
Si 1.3673 9.5708 27.903
Si 6.8362 9.5708 27.903
Si 0 0 29.2702
Si 5.469 0 29.2702
Si 2.7345 2.7345 29.2702
Si 8.2035 2.7345 29.2702
Si 0 5.469 29.2702
Si 5.469 5.469 29.2702
Si 2.7345 8.2035 29.2702
Si 8.2035 8.2035 29.2702
Si 1.3673 1.3673 30.6375
Si 6.8362 1.3673 30.6375
Si 4.1018 4.1018 30.6375
Si 9.5708 4.1018 30.6375
Si 1.3673 6.8362 30.6375
Si 6.8362 6.8362 30.6375
Si 4.1018 9.5708 30.6375
Si 9.5708 9.5708 30.6375
Si 2.7345 0 0.6835
Si 8.2035 0 0.6835
Si 0 2.7345 0.6835
Si 5.469 2.7345 0.6835
Si 2.7345 5.469 0.6835
Si 8.2035 5.469 0.6835
Si 0 8.2035 0.6835
Si 5.469 8.2035 0.6835
Si 4.1018 1.3673 2.0507
Si 9.5708 1.3673 2.0507
Si 1.3673 4.1018 2.0507
Si 6.8362 4.1018 2.0507
Si 4.1018 6.8362 2.0507
Si 9.5708 6.8362 2.0507
Si 1.3673 9.5708 2.0507
Si 6.8362 9.5708 2.0507
Si 0 0 3.418
Si 5.469 0 3.418
Si 2.7345 2.7345 3.418
Si 8.2035 2.7345 3.418
Si 0 5.469 3.418
Si 5.469 5.469 3.418
Si 2.7345 8.2035 3.418
Si 8.2035 8.2035 3.418
Si 1.4201 1.3568 4.9263
Si 6.8735 1.3482 4.729
Si 4.1091 4.083 4.8987
Si 9.6006 4.0905 4.725
Si 1.4216 6.7875 4.6989
Si 6.8383 6.8078 4.8073
Si 4.0906 9.5975 4.7312
Si 9.6307 9.5686 4.8212
Si 2.8994 -0.0668 6.3179
Si 8.2828 0.0726 6.1396
Si 0.0259 2.8597 6.2143
Si 5.5586 2.635 6.2062
Si 2.6998 5.5551 6.231
Si 8.2771 5.4425 6.1219
Si 0.1835 8.1825 6.0638
Si 5.389 8.2001 6.0555
Si 4.9348 0.7022 7.5114
Si 9.1326 1.9577 7.3986
Si 0.8633 4.7033 7.5402
Si 7.3656 3.6432 7.3662
As 3.7189 7.3039 7.6029
Si 10.0322 6.5188 7.3085
As 1.8475 9.0914 7.6198
Si 6.5947 9.8198 7.2442
O 7.0103 4.0056 8.9594
O 9.585 1.8056 9.0005
O 5.0598 1.064 9.1422
O 7.2772 9.1191 8.6051
O 9.4185 7.3409 8.6345
O 1.2571 4.2335 9.0984
O 10.354 5.3906 22.553
O 2.8049 2.1507 22.585
O 2.9941 7.8615 22.2254
O 5.2367 5.5459 22.4463
O 5.0105 0.4576 22.5965
O 7.9676 8.2492 22.3199
Si 4.5221 8.2048 14.481
Si 4.1783 1.6454 21.83
Si 3.9534 1.4293 15.3178
Si 5.8642 1.2177 10.5518
Si 8.0272 7.864 9.3248
Si 7.2967 1.5332 14.662
Si 5.8357 7.8361 19.0608
Si 8.5752 10.5901 18.8702
Si 5.0361 4.5228 21.2114
Si 10.5632 2.8446 12.6621
Si 1.1428 5.0224 16.951
Si 3.2476 8.2965 20.6773
Si 4.6121 9.8776 17.1121
Si 9.339 4.5029 18.454
Si 8.4335 8.2311 20.7691
Si 6.5062 4.993 18.6665
Si 1.0106 2.2676 15.506
Si 2.8593 0.0616 19.5211
Si 4.6062 3.9881 11.5414
Si 0.3963 9.3428 15.8652
Si 9.1384 1.0749 10.3838
Si 9.2363 10.4901 14.2112
Si 6.7926 5.1622 10.0883
Si 7.4547 2.2521 17.805
Si 8.7752 5.2255 12.5603
Si 0.4118 0.5624 17.9036
Si 2.3963 5.6299 19.7078
Si 5.0702 10.8907 13.1485
Si 10.4329 5.7531 20.9678
Si 1.6055 4.4689 10.6757
Si 9.6629 9.2492 11.3241
Si 6.9935 6.472 14.8951
Si 1.8616 7.1367 14.7103
Si 8.6131 8.5773 16.353
Si 0.3964 6.8607 11.9403
Si 5.5288 3.855 14.4847
O 9.8163 1.7495 11.7053
O 3.0788 3.8916 11.0306
O 4.2499 8.7586 15.9922
O 0.1349 8.4102 11.4596
O 10.0008 0.4042 18.765
O 0.8765 6.7297 13.4912
O 0.6329 3.631 11.6625
O 8.6182 9.8032 20.3093
O 9.7113 4.6119 20.0415
O 3.5266 10.2691 18.2357
O 3.4092 7.0385 14.2092
O 8.4208 8.3181 10.8341
O 3.6205 4.8226 20.4308
O 4.7785 0.3685 16.2851
O 9.7626 7.2409 20.6697
O 7.4948 1.0852 10.4489
O 4.8434 8.2862 20.2958
O 3.9915 1.0406 13.7201
O 5.1209 2.9705 21.7022
O 4.4591 9.4112 13.401
O 2.1442 4.9551 18.2431
O 8.0144 5.4211 18.2229
O 5.2713 5.1876 10.6614
O 6.8076 2.942 14.0077
O 0.0958 1.6524 16.7194
O 1.6517 8.7023 15.0955
O 7.3011 1.6995 16.2793
O 5.982 7.5545 14.2551
O 9.4613 3.9082 13.2264
O 5.3313 0.043 11.5546
O 1.4699 6.0842 10.9824
O 2.6579 7.2357 19.5765
O 6.4147 0.3058 14.0194
O 7.7553 4.8259 11.3611
O 9.7818 10.5026 10.2883
O 4.7098 4.3129 13.1468
O 1.0772 5.5871 20.6454
O 6.1201 5.1408 15.3249
O 1.3432 3.8026 15.9077
O 5.5632 6.3409 18.3447
O 2.3833 1.4055 15.6812
O 7.4381 0.8601 18.7271
O 6.9972 6.6127 9.3913
O 6.3314 4.7757 20.2687
O 8.2292 9.616 15.1546
O 5.4402 2.6286 11.2348
O 7.2864 7.6535 19.7719
O 10.5416 5.0533 17.5033
O 8.804 1.1242 14.2155
O 6.3052 3.4347 18.0619
O 4.5834 2.941 15.4692
O -0.2026 10.4497 14.8297
O 1.5899 0.9365 18.9735
O 8.0807 6.0629 13.7638
O 3.8173 1.1008 20.3294
O 8.4461 9.4074 17.7409
O 8.9063 2.9766 18.0681
O 2.5041 9.7499 20.5229
O 1.5335 6.3201 16.0668
O 9.9019 6.1231 11.8307
O 7.7332 7.2146 16.1618
O 5.7882 9.0769 17.9642
O 0.8361 10.067 17.2409
O 10.2017 8.1974 16.1874
O 0.4346 2.2462 13.9684
O 9.2043 9.8351 12.7528

Results
free energy: -60071.967 eV
free energy less fixed offsets of As -2657.37, O -447.96, Si -113.29 eV per atom: -0.487 eV
gap between the highest filled and lowest empty level on this k mesh: 1.472 eV

The program warned: the cutoff lies below the one the program advises for these potential files; the forces do not sum to zero within the program's tolerance; the exchange-correlation potential is rough where the density is thin.
